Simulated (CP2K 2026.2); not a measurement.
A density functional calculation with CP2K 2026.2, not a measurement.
Periodic cell of 534 atoms, Si358O176, from a study of silicon, its oxide and their interface. The atomic structure is a simulated model.
Doubt: the forces sum to 3.12 eV/angstrom along one axis rather than to zero, so they err by at least 0.0058 eV/angstrom per atom on average; the grid cutoff is modest.

Settings: functional PBE; method Gaussian and plane waves; basis set DZVP-MOLOPT-SR-GTH; pseudopotentials GTH-PBE; grid cutoff 350 Ry, relative cutoff 50 Ry; k points Gamma only; occupations fixed; spin none; net charge 0.

Cell vectors (angstrom)
a	16.32	0	0
b	0	16.32	0
c	-0.2052	0.3913	34.9107

Atoms and the computed forces on them: element, x, y, z (angstrom), force x, y, z (eV/angstrom)
Si	15.794	0.528	34.701	0.197	-0.03	0.707
Si	2.39	3.495	34.652	0.165	-0.251	0.722
Si	0.127	5.73	34.533	-0.422	0.183	0.72
Si	2.186	8.971	34.798	0.409	-0.382	0.523
Si	16.301	10.694	0.148	-0.236	0.44	0.577
Si	2.724	13.764	34.792	-0.185	0.094	0.787
Si	5.274	16.607	34.718	-0.037	0.223	0.751
Si	8.46	2.843	34.714	-0.224	0.05	0.732
Si	5.411	6.32	34.796	-0.218	-0.099	0.64
Si	8.427	7.995	0.141	-0.03	0.145	0.779
Si	4.876	11.487	34.833	0.271	-0.011	0.739
Si	7.694	14.587	34.622	0.059	-0.401	0.8
Si	10.768	0.174	0.24	-0.01	0.015	0.523
Si	13.549	2.734	34.611	-0.016	0.362	0.757
Si	10.661	5.825	0.014	0.104	-0.157	0.733
Si	13.221	8.578	0.291	0.072	-0.047	0.721
Si	11.097	10.867	0.186	-0.224	0.069	0.666
Si	12.611	14.525	34.791	0.311	-0.059	0.724
Si	1.369	1.411	0.958	-0.04	0.03	0.006
Si	4.1	4.401	1.034	0.037	0.019	-0.038
Si	1.321	6.88	1.118	-0.02	0.023	-0.008
Si	3.976	9.608	1.313	0.016	0.001	0.029
Si	1.251	12.357	1.218	0.047	-0.017	-0.057
Si	4.034	14.998	1.189	0.024	-0.053	-0.034
Si	6.784	1.508	1.003	-0.001	-0.006	-0.038
Si	9.585	4.116	1.233	-0.013	0.03	-0.061
Si	6.929	6.871	1.516	-0.036	0.032	-0.015
Si	9.495	9.656	1.344	0.002	0.002	-0.091
Si	6.805	12.381	0.96	-0.038	0.048	-0.073
Si	9.318	15.111	1.377	-0.019	-0.047	-0.057
Si	12.288	1.492	1.359	0.008	0.039	-0.037
Si	14.888	4.177	0.828	0.032	-0.042	-0.052
Si	12.106	6.94	1.454	-0.01	-0.02	-0.049
Si	14.81	9.664	1.546	-0.009	0.008	-0.019
Si	12.106	12.502	1.463	0.043	0.031	-0.065
Si	14.715	15.036	1.122	0.006	-0.024	-0.036
Si	16.27	2.819	2.324	-0.041	-0.004	0.027
Si	2.654	0.106	2.456	-0.006	0.01	-0.036
Si	16.279	8.19	2.616	0.033	0.017	0.004
Si	2.701	5.589	2.517	-0.019	-0.005	0.021
Si	16.181	13.745	2.504	-0.004	0.017	0.006
Si	2.605	10.989	2.637	0	0.024	0.015
Si	5.434	2.923	2.374	0	-0.003	-0.002
Si	7.988	0.215	2.618	0.001	0.026	0.033
Si	5.404	8.277	2.64	0.002	0.005	0.01
Si	8.224	5.404	2.717	0.05	-0.005	0.029
Si	5.451	13.67	2.502	0.026	-0.016	0.038
Si	8.053	11.059	2.525	-0.037	-0.004	-0.011
Si	10.934	2.875	2.664	-0.005	-0.005	0.016
Si	13.545	0.052	2.664	-0.018	0.002	0.021
Si	10.784	8.311	2.783	0	0.005	0.067
Si	13.617	5.479	2.471	0.036	-0.036	-0.007
Si	10.665	13.753	2.753	-0.031	0	0.017
Si	13.515	11.144	2.786	-0.013	-0.018	0.041
Si	1.294	4.168	3.792	-0.025	0.005	-0.013
Si	4.045	1.516	3.768	0.014	0.014	-0.018
Si	1.284	9.6	3.978	0.007	0.005	0.003
Si	4.022	6.914	3.952	-0.019	0.007	0.009
Si	1.268	15.112	3.85	-0.008	-0.009	0.001
Si	4.039	12.361	3.91	0.012	-0.003	-0.023
Si	6.731	4.13	3.956	-0.002	-0.001	0.005
Si	9.464	1.512	3.943	-0.013	-0.012	-0.017
Si	6.729	9.692	3.945	0.011	-0.012	0.007
Si	9.469	6.883	4.069	0	0.01	-0.005
Si	6.692	15.089	3.939	0.015	-0.046	-0.011
Si	9.358	12.335	4.028	-0.018	0.009	0.015
Si	12.278	4.23	3.976	0.018	0.027	0.016
Si	14.962	1.495	3.863	0.016	0.031	-0.042
Si	12.169	9.691	4.069	-0.021	0.016	-0.023
Si	14.913	6.833	3.926	-0.019	0.004	0.019
Si	12.126	15.091	4.025	0.019	-0.007	-0.006
Si	14.944	12.443	4.043	0.008	-0.008	0.011
Si	-0.06	0.133	10.759	-0.021	0.002	0.006
Si	2.666	2.838	10.759	-0.001	0.008	0.001
Si	-0.054	5.555	10.761	-0.002	0.01	0.008
Si	2.659	8.289	10.732	-0.003	0.001	-0.001
Si	-0.055	11.014	10.715	0.003	-0.017	-0.006
Si	2.664	13.745	10.746	0.008	-0.02	0.005
Si	5.379	0.139	10.744	0.001	0.005	-0.006
Si	8.097	2.84	10.74	0.014	-0.013	-0.005
Si	5.389	5.549	10.744	0.009	-0.003	0
Si	8.095	8.28	10.768	0.002	0.014	0.004
Si	5.377	11.027	10.76	-0.009	0.009	-0.002
Si	8.086	13.741	10.768	-0.016	-0.003	0
Si	10.808	0.132	10.767	0.007	-0.002	-0.001
Si	13.541	2.847	10.766	-0.002	0.006	-0.001
Si	10.814	5.552	10.758	-0.003	0.004	0.007
Si	13.532	8.266	10.73	0.002	-0.001	-0.005
Si	10.817	11.012	10.761	0.009	-0.01	0.005
Si	13.537	13.728	10.741	0.001	0.002	0.003
Si	1.299	1.49	12.129	0.003	-0.01	0.003
Si	4.041	4.187	12.115	-0.003	-0.006	0.006
Si	1.311	6.93	12.099	0.009	0.02	0.006
Si	4.011	9.657	12.098	-0.002	-0.009	-0.009
Si	1.305	12.37	12.085	-0.01	0.009	0.01
Si	4.025	15.111	12.107	0.016	0.016	-0.004
Si	6.752	1.477	12.111	-0.018	-0.004	-0.009
Si	9.45	4.187	12.116	-0.002	0.004	0
Si	6.745	6.899	12.123	-0.011	-0.001	0.008
Si	9.458	9.65	12.12	0.006	0.002	0.011
Si	6.731	12.389	12.134	0.015	-0.009	0.013
Si	9.443	15.103	12.139	-0.001	-0.002	0.004
Si	12.165	1.493	12.128	0.005	0.002	0
Si	14.897	4.203	12.13	-0.003	0.006	0.005
Si	12.176	6.914	12.107	0.001	0.007	0.005
Si	14.891	9.649	12.052	-0.017	-0.002	-0.011
Si	12.173	12.381	12.118	0	-0.015	0.011
Si	14.885	15.093	12.106	-0.001	-0.006	-0.004
Si	-0.066	2.844	13.498	-0.003	-0.005	0.001
Si	2.679	16.46	13.483	-0.009	-0.001	0.003
Si	-0.076	8.309	13.414	-0.004	0.001	-0.005
Si	2.678	5.562	13.45	-0.004	0.005	0.004
Si	-0.049	13.737	13.435	-0.018	-0.006	0.006
Si	2.664	11.027	13.466	0.015	-0.004	0.007
Si	5.409	2.826	13.48	0.014	-0.008	-0.004
Si	8.082	16.455	13.521	0.016	0.013	0.005
Si	5.364	8.279	13.441	-0.003	0.027	-0.008
Si	8.104	5.532	13.501	0.004	-0.009	0.007
Si	5.387	13.783	13.491	-0.024	0.006	0
Si	8.109	11.029	13.477	-0.014	0.001	0.009
Si	10.785	2.829	13.503	-0.005	-0.004	0.004
Si	13.519	16.445	13.48	0.007	-0.011	0.003
Si	10.817	8.271	13.466	-0.003	0.01	0.004
Si	13.513	5.548	13.486	-0.004	0.008	0.011
Si	10.808	13.742	13.489	0.012	0.006	0.005
Si	13.549	10.992	13.434	0.016	-0.02	0.004
Si	1.323	4.218	14.823	0.002	-0.007	-0.012
Si	4.061	1.477	14.854	-0.001	-0.01	-0.009
Si	1.261	9.671	14.786	-0.002	-0.003	0.006
Si	4.016	6.929	14.821	0.017	-0.012	-0.004
Si	1.31	15.085	14.81	-0.001	0.005	-0.012
Si	4.018	12.426	14.819	-0.032	-0.011	-0.012
Si	6.744	4.166	14.878	0.008	-0.017	0
Si	9.412	1.502	14.907	-0.003	0.002	-0.003
Si	6.738	9.634	14.777	-0.006	-0.018	-0.013
Si	9.493	6.885	14.842	0.024	0.001	0.006
Si	6.737	15.111	14.921	0.002	0.005	0.01
Si	9.445	12.401	14.868	-0.013	-0.024	-0.001
Si	12.147	4.176	14.861	0.007	0.017	0.002
Si	14.89	1.458	14.85	-0.017	-0.003	-0.006
Si	12.181	9.647	14.802	0.012	0.015	-0.002
Si	14.898	6.948	14.775	-0.007	0.021	0
Si	12.14	15.119	14.864	-0.01	0.011	0.005
Si	14.913	12.367	14.768	0.023	0.005	-0.017
Si	-0.016	16.438	16.183	0.001	-0.01	0.01
Si	2.734	2.887	16.169	-0.007	0.016	0.007
Si	-0.072	5.595	16.128	0.034	-0.007	0.005
Si	2.571	8.264	16.12	-0.009	-0.006	0.017
Si	-0.028	11.081	16.174	0.021	0.025	0.005
Si	2.644	13.758	16.22	0.013	-0.013	-0.01
Si	5.368	16.458	16.312	-0.01	0.024	0.019
Si	8.068	2.839	16.338	0.021	0.018	0.027
Si	5.388	5.568	16.181	-0.009	0.014	-0.02
Si	8.094	8.259	16.122	-0.007	0.016	-0.013
Si	5.408	11.044	16.094	-0.004	0.008	-0.025
Si	8.099	13.748	16.296	0.011	0.013	0.016
Si	10.737	16.443	16.271	0.015	-0.038	-0.006
Si	13.481	2.775	16.206	0.01	-0.028	-0.017
Si	10.828	5.532	16.272	-0.041	-0.013	0.033
Si	13.552	8.292	16.151	-0.012	-0.022	0.004
Si	10.84	11.022	16.164	0.024	0.001	0.008
Si	13.557	13.719	16.106	0.007	-0.014	-0.017
Si	1.426	1.48	17.484	-0.014	-0.04	-0.066
Si	3.998	4.305	17.586	0.012	-0.005	-0.04
Si	1.205	6.951	17.566	-0.017	0.025	-0.031
Si	3.939	9.726	17.31	-0.055	0.013	-0.024
Si	1.308	12.426	17.628	-0.026	-0.024	-0.017
Si	4.001	15.046	17.646	0.011	0.033	-0.02
Si	6.662	1.518	17.753	-0.023	0.011	0.003
Si	9.424	4.228	17.715	-0.011	0.008	-0.042
Si	6.774	6.907	17.515	0.036	-0.051	-0.013
Si	9.488	9.583	17.438	-0.02	0.008	-0.047
Si	6.761	12.283	17.576	0.018	-0.014	0.002
Si	9.391	15.144	17.743	-0.025	-0.01	0.016
Si	12.101	1.449	17.633	-0.002	0.021	0.012
Si	14.919	4.16	17.418	-0.039	-0.004	-0.022
Si	12.31	6.864	17.557	0.046	0.006	-0.049
Si	14.867	9.75	17.446	-0.01	-0.014	-0.034
Si	12.188	12.437	17.499	0.002	0.023	-0.042
Si	14.952	14.996	17.476	0.031	0.002	-0.024
Si	0.011	2.859	18.717	0.046	0.026	0.035
Si	2.74	16.523	18.992	0.035	0.025	0.062
Si	16.155	8.448	18.842	0.055	-0.026	0.083
Si	2.541	5.561	18.964	-0.055	-0.032	0.111
Si	-0.046	13.767	19.034	-0.006	0.004	0.078
Si	2.689	10.981	18.862	0.018	0.045	0.097
Si	5.341	3.065	19.061	0.055	0.026	0.042
Si	7.944	16.425	19.204	0.027	-0.044	0.07
Si	5.264	8.325	18.54	-0.019	-0.024	-0.016
Si	8.059	5.682	19.106	0.002	-0.03	0.067
Si	5.275	13.519	18.934	-0.073	-0.069	0.033
Si	8.213	10.904	18.88	0.007	0.008	0.032
Si	10.797	2.819	19.094	-0.02	0	0.053
Si	13.538	16.302	18.776	-0.048	-0.015	0.046
Si	10.85	8.231	18.77	0.029	-0.013	0.049
Si	13.698	5.439	18.909	-0.07	0.006	0.043
Si	10.888	13.767	18.968	0.021	-0.001	0.043
Si	13.556	11.083	18.834	0.011	0.036	0.068
Si	1.388	3.923	20.3	-0.189	0.369	-0.758
Si	3.775	1.9	20.312	0.228	-0.318	-0.776
Si	1.498	9.47	20.144	-0.251	0.101	-0.806
Si	3.74	7.291	19.972	-0.015	-0.208	-0.738
Si	1.028	15.541	20.235	0.216	-0.306	-0.771
Si	4.32	11.815	20.351	-0.376	0.438	-0.663
Si	6.83	4.245	20.574	-0.311	0.329	-0.627
Si	9.038	1.883	20.422	0.303	-0.321	-0.755
Si	6.568	9.631	19.929	0.243	-0.137	-0.657
Si	9.848	6.709	20.255	-0.257	0.18	-0.696
Si	6.453	14.836	20.366	0.294	0.109	-0.689
Si	9.833	12.06	20.164	-0.23	0.138	-0.78
Si	12.085	4.386	20.331	0.216	-0.265	-0.74
Si	15.094	1.289	19.833	-0.005	-0.066	-0.742
Si	11.981	9.827	19.986	0.12	-0.023	-0.75
Si	15.162	6.819	20.159	-0.128	0.085	-0.737
Si	12.55	14.822	20.328	-0.2	0.079	-0.747
Si	14.69	12.52	20.317	0.237	-0.067	-0.758
Si	15.684	3.048	24.583	-0.033	-0.064	-0.005
Si	14.56	14.153	24.141	0.035	0.077	-0.128
Si	0.767	5.91	22.264	-0.069	-0.083	-0.207
Si	0.902	14.179	22.794	0.01	0.015	-0.008
Si	5.266	0.351	22.339	0.029	-0.013	-0.084
Si	4.097	16.124	25.189	-0.094	-0.002	-0.087
Si	9.178	7.212	28.137	-0.022	0.027	0.003
Si	8.436	5.982	25.396	-0.022	-0.024	-0.091
Si	8.769	10.31	25.718	0.014	-0.149	-0.045
Si	12.495	11.822	24.224	-0.099	0.02	0.037
Si	8.422	0.427	22.774	-0.041	0.067	-0.152
Si	3.122	5.914	24.316	-0.105	-0.172	0.023
Si	13.649	2.673	22.284	-0.119	0.001	-0.073
Si	12.534	9.154	22.817	0.045	-0.107	-0.065
Si	8.492	13.865	22.276	-0.165	-0.118	-0.149
Si	9.77	12.788	24.634	-0.015	0.091	-0.05
Si	14.117	2.143	27.03	0.104	0.041	0.046
Si	1.29	8.356	26.75	-0.165	0.148	-0.132
Si	5.877	10.63	25.527	0.006	0	-0.007
Si	0.557	5.596	25.945	0.154	-0.04	0.066
Si	2.922	13.445	26.46	-0.043	-0.028	-0.056
Si	5.6	13.05	27.639	-0.047	0.013	-0.078
Si	1.403	1.372	25.829	0.117	0.002	0.033
Si	10.12	0.783	24.941	0.056	0.06	-0.041
Si	6.039	5.5	23.514	-0.017	-0.103	-0.258
Si	4.186	8.019	26.132	0.142	-0.08	-0.148
Si	5.613	8.009	22.089	0.034	0.051	-0.165
Si	11.468	10.095	26.656	-0.076	-0.007	-0.046
Si	12.445	16.245	23.154	0.14	-0.025	-0.287
Si	12.174	5.697	24.533	-0.076	-0.023	-0.052
Si	12.148	7.25	27.146	0.02	-0.07	0.073
Si	0.38	11.393	22.342	-0.116	-0.083	-0.136
Si	7.861	12.514	29.686	0.111	0.01	0.074
Si	9.71	12.231	27.464	0.164	0.057	-0.089
Si	0.31	1.789	28.571	0.039	-0.053	0.028
Si	7.119	1.466	29.482	0.006	-0.018	0.136
Si	-0.105	11.728	32.226	0.165	-0.128	0.003
Si	3.473	1.691	32.444	0.05	0.013	0.124
Si	1.669	10.857	24.937	-0.019	0.056	-0.043
Si	4.163	10.633	23.117	-0.009	0.183	-0.227
Si	9.997	1.028	30.42	0.007	-0.03	0.192
Si	11.436	12.812	32.673	-0.012	0.03	0.319
Si	3.183	5.67	30.513	-0.052	0.098	0.013
Si	4.83	6.61	28.523	-0.068	-0.093	0.071
Si	8.953	9.613	29.961	-0.037	-0.176	0.022
Si	10.164	7.241	23.199	0.016	0.017	-0.17
Si	10.57	3.605	25.749	-0.09	0.027	-0.012
Si	0.603	14.802	25.704	0.003	-0.122	-0.155
Si	14.42	6.91	23.064	0	0.181	-0.16
Si	14.476	5.143	27.89	0.124	0.075	-0.197
Si	7.265	4.837	32.635	0.024	0.044	0.228
Si	14.548	10.019	30.439	-0.069	0.093	0.174
Si	5.872	16.207	27.476	-0.011	0.038	0.144
Si	1.904	16.368	30.706	0.116	0.184	0.035
Si	0.2	5.796	31.549	0.126	0.192	0.169
Si	4.522	8.327	30.818	-0.152	-0.039	0.003
Si	0.703	14.704	32.669	0.061	-0.037	0.274
Si	0.167	8.186	29.683	0.06	0.105	0.112
Si	5.657	4.166	30.035	-0.147	0.087	-0.031
Si	11.635	5.836	32.03	-0.052	0.052	0.214
Si	5.837	8.97	33.326	-0.094	-0.028	0.316
Si	8.959	6.896	30.982	-0.106	-0.109	0.07
Si	4.65	0.495	30.097	-0.044	0.002	0.145
Si	9.108	14.486	31.713	-0.042	0.041	0.199
Si	12.302	2.901	31.67	0.099	-0.093	0.14
Si	14.958	3.68	30.387	-0.071	-0.233	0.04
Si	13.307	8.186	32.369	-0.049	0.083	0.019
Si	2.108	9.628	31.777	-0.054	0.149	0.208
Si	11.131	1.411	27.537	-0.036	0.124	0.018
Si	11.827	10.302	30.987	-0.03	-0.054	0.158
O	-0.131	15.848	33.46	0.064	-0.031	-0.461
O	14.749	1.689	34.183	0.145	-0.087	-0.171
O	3.144	3.043	33.261	0.022	0.183	-0.379
O	4.228	1.806	31	0.335	0.306	-0.463
O	3.509	9.6	30.945	0.155	0.497	-0.249
O	1.195	4.52	34.238	-0.132	0.028	-0.433
O	0.016	6.439	33.044	-0.137	0.389	-0.232
O	2.446	8.866	33.179	0.1	-0.199	-0.407
O	15.454	11.209	33.562	-0.633	-0.188	-0.065
O	11.979	9.051	32.012	-0.595	-0.277	0.387
O	-0.066	13.313	32.478	-0.415	-0.011	-0.09
O	2.099	14.451	33.453	0.255	0.395	-0.512
O	4.428	0.792	33.409	-0.15	-0.017	-0.097
O	10.665	2.959	27.245	-0.277	0.221	0.368
O	9.55	1.637	34.337	0.127	0.093	-0.497
O	8.128	3.65	33.326	0.195	-0.043	-0.271
O	4.988	7.768	34.082	-0.491	0.225	-0.033
O	6.193	5.389	33.71	-0.239	-0.215	-0.312
O	9.325	7.32	34.478	-0.076	0.082	-0.483
O	7.382	8.948	33.781	-0.005	0.54	-0.54
O	5.276	10.471	33.602	-0.186	0.241	-0.503
O	3.788	12.605	34.298	0.097	0.233	-0.392
O	8.549	14.523	33.238	0.347	-0.034	-0.1
O	6.432	15.557	34.222	-0.097	-0.015	-0.494
O	10.785	0.871	29.009	0.308	-0.41	-0.145
O	11.092	1.847	31.336	0.047	-0.024	0.127
O	12.656	2.874	33.254	-0.516	-0.078	-0.12
O	13.711	2.713	30.836	0.107	-0.339	-0.378
O	11.206	5.665	33.588	0.009	-0.595	0.109
O	10.531	6.687	31.243	0.188	0.38	-0.242
O	1.117	8.807	30.822	-0.217	-0.135	-0.089
O	13.661	8.191	33.934	0.32	-0.235	0.153
O	10.445	12.077	33.747	-0.672	0.197	-0.082
O	12.012	10.145	34.655	0.271	0.171	-0.418
O	12.638	13.644	33.4	0.425	-0.238	-0.216
O	11.564	15.766	34.403	-0.089	0.093	-0.55
O	0.742	4.351	21.765	-0.352	-0.474	0.395
O	12.869	1.475	23.019	-0.166	-0.002	0.589
O	4.463	1.623	21.773	0.012	0.217	0.485
O	2.503	2.824	20.713	0.016	-0.103	0.172
O	0.361	6.571	20.816	0.52	0.347	-0.137
O	2.623	8.351	20.536	-0.077	0.003	0.212
O	4.712	6.943	21.24	0.228	-0.401	0.139
O	6.442	4.698	22.125	-0.158	-0.155	0.284
O	1.564	15.202	21.746	0.643	0.202	0.108
O	16.165	0.3	20.567	0.024	0.136	0.546
O	5.639	10.871	20.417	0.441	0.005	0.244
O	3.883	11.738	21.942	-0.441	0.118	0.31
O	7.966	3.084	20.673	-0.099	0.101	0.226
O	9.349	1.507	21.992	0.462	0.296	0.461
O	8.652	0.43	24.369	-0.498	-0.02	0.315
O	6.838	8.653	21.226	0.641	-0.201	0.024
O	6.186	7.105	23.276	0.24	0.308	0.537
O	10.981	5.565	20.562	0.083	0.062	0.283
O	9.464	7.277	21.74	-0.235	0.502	0.161
O	4.656	0.384	28.469	-0.324	0.286	-0.407
O	5.218	15.608	21.118	-0.356	0.119	-0.06
O	8.631	13.644	23.872	-0.359	0.122	0.467
O	9.381	12.731	21.576	0.34	-0.07	0.205
O	12.647	3.864	21.795	-0.198	0.241	0.607
O	11.969	4.279	25.267	0.547	-0.276	0.12
O	2.205	6.119	22.974	0.254	0.203	-0.333
O	14.257	2.117	20.922	-0.341	0.058	0.127
O	12.632	8.988	21.216	0.169	-0.299	-0.102
O	10.9	10.903	20.594	0.108	0.019	0.412
O	1.003	10.126	21.56	-0.234	-0.33	0.402
O	14.177	6.804	21.468	-0.747	-0.322	0.009
O	12.125	15.604	21.696	-0.428	0.323	0.207
O	6.836	0.676	22.577	0.057	0.319	0.39
O	1.292	12.728	22.186	0.744	0.149	-0.495
O	13.562	13.613	20.803	-0.059	-0.113	0.206
O	15.598	14.235	22.884	-0.367	0.015	-0.461
O	1.399	14.52	24.291	0.388	0.184	0.025
O	15.17	1.35	27.993	-0.334	-0.611	0.292
O	0.8	2.266	24.609	0.245	-0.085	-0.391
O	16.02	5.393	27.357	0.094	0.141	0.29
O	2.152	5.276	25.505	0.04	-0.144	0.081
O	12.323	10.918	25.555	0.509	-0.18	0.396
O	0.489	16.37	25.984	-0.426	0.028	0.39
O	3.73	14.598	25.622	0.319	-0.224	-0.063
O	1.496	14.126	26.882	-0.262	0.17	0.609
O	2.902	0.871	25.485	0.245	0.487	-0.006
O	3.952	13.056	27.668	-0.347	-0.118	0.439
O	4.51	16.111	23.631	-0.047	-0.373	0.131
O	10.318	2.377	24.734	-0.087	0.265	-0.641
O	4.893	9.451	26.021	-0.292	0.216	0.093
O	7.089	5.305	24.757	-0.161	-0.491	0.5
O	9.034	7.081	24.346	-0.169	0.264	0.157
O	5.314	11.194	24.115	0.216	0.511	-0.192
O	5.408	0.316	25.995	0.298	0.222	-0.193
O	9.915	13.233	26.196	0.061	0.453	0.104
O	11.248	12.839	23.976	0.117	0.556	-0.016
O	10.33	0.45	26.502	-0.349	-0.469	0.373
O	14.887	3.167	23.188	0.421	0.15	0.059
O	15.998	6.592	23.263	0.245	0.132	0.601
O	13.659	5.785	23.926	0.137	-0.383	0.06
O	11.127	16.211	24.062	-0.165	-0.37	0.197
O	7.999	10.924	30.054	-0.456	-0.076	0.016
O	13.807	8.362	23.478	0.142	0.03	0.437
O	9.142	12.968	28.763	0.329	0.579	0.181
O	8.949	8.798	28.534	-0.34	0.442	-0.301
O	10.09	9.404	26.042	-0.045	-0.619	-0.26
O	15.268	11.703	21.624	-0.378	-0.087	0.55
O	3.422	15.798	30.448	-0.007	-0.475	0.12
O	16.031	4.571	25.013	-0.276	0.158	-0.143
O	0.593	7.229	25.799	-0.184	0.278	-0.286
O	7.183	0.695	28.031	0.49	-0.03	-0.427
O	3.691	7.378	24.736	-0.019	0.44	-0.454
O	2.809	10.287	23.937	0.085	-0.295	-0.276
O	1.729	5.397	31.134	0.103	-0.426	0.145
O	4.501	5.093	23.95	-0.025	-0.397	-0.091
O	7.289	9.811	25.342	-0.015	-0.531	-0.37
O	9.273	11.257	24.511	0.18	-0.44	-0.382
O	2.426	12.115	25.653	-0.076	-0.139	0.148
O	6.202	2.816	29.298	-0.092	-0.112	-0.181
O	7.043	13.839	21.554	-0.457	-0.364	0.243
O	9.479	15.958	31.102	0.068	0.172	-0.18
O	6.393	12.636	28.997	-0.43	0.035	0.1
O	8.315	6.764	26.83	-0.225	0.125	0
O	8.965	15.389	22.065	0.427	0.001	-0.029
O	3.308	6.123	28.937	-0.404	-0.224	-0.393
O	5.057	6.916	26.956	0.248	-0.144	-0.126
O	8.523	11.217	27.038	-0.649	-0.198	0.478
O	11.114	5.932	23.338	-0.1	-0.369	-0.399
O	11.114	8.557	23.34	-0.3	0.345	0.268
O	10.769	6.891	27.932	0.2	-0.422	0.23
O	8.67	6.399	29.457	-0.288	-0.584	-0.147
O	9.436	4.736	25.666	0.095	-0.238	0.042
O	15.42	14.247	25.518	-0.349	-0.344	0.44
O	13.563	15.395	23.944	-0.104	0.18	0.125
O	13.928	3.724	27.33	-0.129	-0.052	-0.302
O	14.707	2.16	25.528	-0.031	-0.425	-0.241
O	13.463	6.398	27.606	0.067	0.25	-0.062
O	11.932	6.892	25.59	-0.311	0.546	-0.356
O	12.635	10.737	23.05	-0.12	0.034	-0.411
O	0.376	11.162	23.961	-0.512	-0.189	0.395
O	12.094	11.679	31.765	0.387	-0.063	-0.098
O	11.017	11.281	27.695	0.355	0.076	0.307
O	15.338	9.255	29.285	-0.149	0.072	-0.64
O	13.806	12.741	24.225	0.165	-0.141	0.148
O	1.211	0.736	29.416	-0.151	0.073	-0.267
O	1.222	2.181	27.255	0.09	0.372	-0.126
O	0.963	15.16	31.15	-0.336	-0.498	-0.506
O	6.093	14.594	27.423	0.418	-0.124	-0.284
O	0.983	10.041	34.853	0.038	-0.026	-0.133
O	16.019	6.795	30.367	-0.286	-0.072	-0.147
O	2.047	1.022	32.021	-0.708	0.298	0.357
O	2.868	8.241	26.996	0.151	-0.031	0.403
O	15.313	11.351	30.941	-0.19	0.351	-0.408
O	0.801	8.016	28.236	0.01	-0.252	-0.001
O	1.096	9.814	26.046	-0.177	0.121	0.055
O	1.394	11.074	32.058	0.478	0.26	-0.187
O	6.549	4.212	31.363	-0.021	-0.425	-0.156
O	6.257	0.416	30.439	0.455	-0.223	0.635
O	5.841	5.425	29.009	0.669	0.036	-0.437
O	8.586	1.802	30.081	-0.083	0.286	0.307
O	5.784	8.665	31.755	0.313	0.215	-0.289
O	3.828	6.934	31.33	-0.236	-0.13	0.539
O	4.116	4.339	30.576	-0.193	-0.459	0.021
O	8.612	8.481	31.073	-0.318	0.327	0.434
O	5.949	11.934	26.495	0.342	0.144	0.029
O	4.666	9.215	22.549	-0.28	-0.116	-0.052
O	8.011	13.583	30.906	-0.6	0.159	-0.053
O	5.08	8.017	29.326	0.537	0.4	-0.267
O	11.763	4.389	31.348	-0.155	0.038	-0.622
O	8.158	6.064	32.098	-0.134	0.166	0.399
O	-0.118	2.957	29.617	0.487	0.268	-0.061
O	12.717	1.358	27.196	0.13	-0.421	0.054
O	14.536	8.931	31.653	0.333	-0.035	0.382
O	13.04	6.649	31.937	0.581	-0.335	-0.185
O	14.407	4.886	29.473	-0.263	0.524	0.336
O	15.634	4.436	31.648	-0.219	-0.242	0.611
O	10.427	10.207	30.246	0.111	0.14	-0.154
O	10.536	13.74	31.733	0.157	0.116	-0.411
O	12.342	8.87	27.257	0.355	0.31	0.015
O	13.049	10.271	29.922	-0.019	0.223	-0.52
Si	16.287	0.15	5.267	-0.008	-0.003	0.004
Si	2.67	2.837	5.186	-0.006	-0.013	-0.006
Si	-0.027	5.498	5.262	0.007	-0.011	0.002
Si	2.67	8.268	5.325	0.006	0.01	0.005
Si	16.273	10.997	5.333	0.01	-0.016	0.024
Si	2.652	13.748	5.228	-0.031	-0.007	-0.015
Si	5.326	0.15	5.245	0.018	0.033	-0.017
Si	8.1	2.821	5.333	0.019	0.009	0.01
Si	5.38	5.538	5.29	-0.003	0.02	0.003
Si	8.067	8.291	5.326	-0.018	0.013	-0.002
Si	5.368	11.022	5.319	-0.006	-0.007	0.007
Si	8.042	13.751	5.342	0.01	-0.008	0.011
Si	10.791	0.156	5.345	-0.004	-0.008	0.017
Si	13.603	2.82	5.289	-0.008	-0.019	0.003
Si	10.892	5.559	5.364	0.004	-0.002	0.001
Si	13.565	8.251	5.304	0.032	0.006	-0.011
Si	10.767	11.015	5.389	-0.002	0.006	0.009
Si	13.526	13.761	5.369	-0.014	-0.016	-0.004
Si	1.335	1.497	6.619	-0.005	-0.001	0
Si	4	4.181	6.62	0.008	0.002	-0.013
Si	1.302	6.885	6.647	0.006	0.017	0
Si	4.024	9.644	6.675	-0.006	-0.011	0.006
Si	1.328	12.383	6.645	0.005	-0.029	-0.005
Si	3.983	15.11	6.626	-0.014	0.011	-0.005
Si	6.719	1.454	6.652	0.011	-0.016	0
Si	9.474	4.198	6.674	0.004	0.009	-0.004
Si	6.715	6.917	6.671	-0.004	0.023	0.005
Si	9.426	9.629	6.716	0.007	-0.006	-0.004
Si	6.707	12.378	6.699	-0.009	0.018	0
Si	9.441	15.09	6.687	-0.003	-0.004	-0.001
Si	12.197	1.503	6.666	0.002	0.011	-0.007
Si	14.938	4.178	6.665	0.005	-0.002	-0.006
Si	12.215	6.932	6.715	-0.008	0.001	-0.004
Si	14.905	9.629	6.671	0.003	-0.002	0.003
Si	12.164	12.379	6.708	0.004	-0.011	0.008
Si	14.911	15.137	6.669	-0.013	0.02	-0.009
Si	-0.027	2.83	8.022	-0.004	0.014	0.002
Si	2.654	0.137	8.015	-0.001	0.005	0.003
Si	16.27	8.261	8.014	-0.003	0.002	-0.006
Si	2.665	5.543	8.016	-0.009	-0.004	0
Si	16.269	13.743	8.004	0.003	0.005	-0.014
Si	2.669	11.019	8.022	0.013	0.009	-0.001
Si	5.367	2.837	7.998	-0.016	0.001	-0.005
Si	8.079	0.122	8.038	-0.002	-0.018	0.005
Si	5.373	8.282	8.042	-0.003	-0.005	-0.002
Si	8.103	5.566	8.021	0.009	0.019	-0.006
Si	5.345	13.755	8.017	0.012	-0.018	-0.001
Si	8.076	11.015	8.058	-0.005	-0.009	-0.003
Si	10.831	2.845	8.037	0.01	-0.006	-0.006
Si	13.542	0.147	8.043	0.003	-0.005	0.007
Si	10.815	8.279	8.052	0.005	0.015	0.005
Si	13.572	5.542	8.034	0.009	0.011	-0.001
Si	10.806	13.741	8.057	0.007	0.013	-0.004
Si	13.535	10.993	8.03	-0.023	-0.028	-0.004
Si	1.31	4.196	9.396	0.001	-0.006	0.004
Si	4.018	1.49	9.379	0.007	-0.017	0.002
Si	1.304	9.643	9.361	0.001	-0.004	-0.003
Si	4.018	6.909	9.387	0.001	0.019	0.006
Si	1.297	15.099	9.384	-0.005	0.007	0.006
Si	4.017	12.382	9.389	-0.012	0.006	-0.003
Si	6.735	4.193	9.366	-0.005	0.002	-0.01
Si	9.458	1.481	9.385	0.002	0.004	-0.008
Si	6.728	9.644	9.412	-0.002	-0.004	0.008
Si	9.453	6.916	9.404	0.003	0.001	0.008
Si	6.723	15.086	9.394	-0.003	0.007	-0.003
Si	9.446	12.375	9.412	0.014	-0.009	0.003
Si	12.188	4.203	9.398	-0.005	0.014	-0.004
Si	14.911	1.497	9.397	0.004	0.002	-0.001
Si	12.171	9.648	9.398	-0.001	0	0.009
Si	14.916	6.91	9.39	-0.003	0.005	0.001
Si	12.175	15.103	9.401	-0.004	-0.01	0.004
Si	14.902	12.378	9.364	-0.003	-0.01	-0.009

Results
total energy: -115454.010 eV
total energy less fixed offsets of O -438.35, Si -107.03 eV per atom: 12.330 eV
